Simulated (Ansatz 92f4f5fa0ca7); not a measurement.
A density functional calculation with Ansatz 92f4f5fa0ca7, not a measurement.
Periodic cell of 292 atoms, Si144O116H32, with a vacuum gap, from a study of silicon, its oxide and their interface. The atomic structure is a simulated model.

Settings
functional: r2SCAN
potential files: Ansatz PAW
basis: plane waves
wave-function cutoff: 800 eV
density cutoff ratio: 5
exchange-correlation grid ratio: 1
k mesh: 1 x 1 x 1, shifted by 0.5 0.5 0 of a step
self-consistency stop: 1e-11 eV per atom in the density residual
occupations: fixed
spin: none
net charge: 0
applied field: sawtooth along c, amplitude -0.015 V/angstrom in the program's sign convention, ramp centred at 0.9900 of c and 0.0199 of c wide, no dipole correction

Cell vectors (angstrom)
a, 10.88, 0, 0
b, 0, 10.88, 0
c, 0, 0, 50.1872

Atoms and the computed forces on them: element, x, y, z (angstrom), force x, y, z (eV/angstrom)
Si, 13.1537, 14.2034, 22.0969, -0.0008, 0.0072, -0.0424
Si, 18.9403, 10.487, 35.3793, -0.0107, -0.0125, -0.0342
Si, 15.8372, 2.5322, 35.8719, 0.0005, -0.0025, -0.0346
Si, 6.9562, 12.6313, 20.4466, -0.0043, 0.0002, -0.0293
Si, 21.049, 8.3248, 35.2005, 0.0035, -0.0091, -0.0471
Si, 15.8056, 7.0399, 35.9546, 0.0046, 0.013, -0.0281
Si, 10.3929, 12.6649, 35.6904, -0.0097, -0.0062, -0.0324
Si, 12.4711, 10.4856, 35.7742, 0.0021, -0.0105, -0.0305
Si, 16.1881, 7.9924, 38.0407, -0.0104, -0.0105, -0.0069
Si, 17.8021, 9.751, 38.0727, 0.0115, 0.0068, -0.013
Si, 15.2206, 1.5261, 37.9269, 0.0149, 0.0062, -0.0039
Si, 18.8892, 5.3145, 38.0275, -0.0122, -0.0055, -0.0106
Si, 9.7595, 6.9397, 37.8818, 0.0094, 0.0112, -0.0181
Si, 13.4212, 10.7564, 37.9167, -0.0069, -0.0069, -0.0046
Si, 21.633, 13.4729, 37.89, -0.0025, -0.0059, 0.0014
Si, 12.5196, 4.2311, 38.0596, 0.0043, 0.0131, -0.0006
Si, 14.3597, 8.9575, 39.1581, 0.0437, 0.0332, 0.0145
Si, 16.9096, 11.5102, 39.3036, -0.0433, -0.0319, 0.0147
Si, 14.2855, 3.2697, 39.2599, -0.0352, -0.0322, 0.0172
Si, 17.1253, 6.2319, 39.2823, 0.0311, 0.035, 0.0075
Si, 19.7236, 8.7977, 39.0862, -0.0334, -0.0414, 0.004
Si, 22.5576, 11.7085, 39.1917, 0.0356, 0.0297, 0.0066
Si, 19.8407, 14.3755, 39.1544, 0.028, 0.0341, 0.0179
Si, 11.5413, 6.0588, 39.1695, -0.0382, -0.0321, 0.0044
Si, 12.9556, 7.5104, 40.4059, -0.0054, -0.0135, 0.0367
Si, 15.613, 10.2122, 40.7268, -0.0047, -0.0066, 0.0022
Si, 12.9496, 2.0506, 40.7282, -0.0036, 0.0053, 0.0031
Si, 15.688, 4.7632, 40.4572, 0.017, 0.0072, 0.0359
Si, 18.4482, 7.5533, 40.6726, -0.0194, -0.0049, -0.0149
Si, 21.125, 10.237, 40.3867, -0.0048, -0.0153, 0.0403
Si, 18.4013, 12.9572, 40.4258, -0.0123, 0.0111, 0.0427
Si, 21.1199, 4.7813, 40.6583, 0.028, 0.0009, -0.0017
Si, 14.3198, 6.1474, 41.8026, -0.0224, 0.0072, 0.1878
Si, 17.0509, 8.8781, 42.0005, 0.0145, -0.0271, 0.1373
Si, 14.2847, 0.6977, 42.0492, 0.0427, -0.0313, 0.1701
Si, 17.0586, 3.4254, 41.8357, -0.0211, 0.0085, 0.2006
Si, 19.7834, 6.1627, 41.9821, -0.0191, 0.0134, 0.1382
Si, 11.6055, 8.881, 41.7957, -0.0148, -0.0011, 0.1905
Si, 19.76, 11.5908, 41.7958, 0.0354, -0.0314, 0.205
Si, 22.4761, 3.4444, 42.0118, -0.0201, 0.0107, 0.143
Si, 15.6659, 7.4553, 43.243, 0.128, 0.1838, 0.301
Si, 18.4403, 10.2774, 43.2596, -0.1952, -0.1376, 0.2763
Si, 15.7026, 2.0986, 43.2622, 0.0041, -0.1008, 0.3686
Si, 18.3866, 4.775, 43.2451, 0.0754, 0.0935, 0.3759
Si, 10.2974, 7.543, 43.2406, -0.1427, -0.0603, 0.3291
Si, 12.9132, 10.1849, 43.2899, 0.0414, 0.0672, 0.3897
Si, 21.0679, 2.0446, 43.2545, 0.2277, 0.1006, 0.2609
Si, 12.994, 4.8393, 43.2628, -0.1268, -0.1099, 0.3153
Si, 9.5079, 10.8209, 6.922, 0.1649, 0.134, -0.3719
Si, 12.2344, 13.6065, 6.9293, -0.1837, -0.0962, -0.3972
Si, 9.5466, 5.4777, 6.9347, -0.1919, -0.1284, -0.2984
Si, 12.2276, 8.1155, 6.9284, 0.1977, 0.1149, -0.3206
Si, 15.003, 10.8869, 6.9111, -0.0476, -0.2175, -0.3278
Si, 6.7352, 13.567, 6.9316, 0.1619, 0.1854, -0.3941
Si, 14.9303, 5.4398, 6.9393, 0.0333, 0.2089, -0.2605
Si, 6.8332, 8.1948, 6.9436, -0.1463, -0.1695, -0.269
Si, 8.1674, 9.5289, 8.3421, -0.0107, 0.0031, -0.2209
Si, 10.9022, 12.1629, 8.2537, 0.0044, 0.0138, -0.1468
Si, 8.1241, 4.0943, 8.2024, -0.0074, 0.0129, -0.1388
Si, 10.8875, 6.8136, 8.3439, -0.0159, 0.0156, -0.2145
Si, 13.6246, 9.5009, 8.2182, 0.0186, -0.0299, -0.1507
Si, 16.331, 12.1934, 8.3387, 0.0228, -0.021, -0.2241
Si, 13.5357, 14.9952, 8.2831, 0.0256, -0.0011, -0.2086
Si, 16.321, 6.8338, 8.2678, -0.0067, 0.006, -0.1273
Si, 9.5742, 8.2306, 9.6866, 0.0083, -0.0087, -0.0284
Si, 12.3146, 10.8123, 9.633, -0.0202, 0.0164, -0.033
Si, 9.4536, 13.5401, 9.4781, 0.0059, 0.0049, -0.0092
Si, 12.2073, 5.4401, 9.7202, 0.0048, -0.0013, -0.0223
Si, 14.9776, 8.2133, 9.6373, 0.0254, 0.0015, -0.0209
Si, 6.8443, 10.8599, 9.7571, -0.0154, -0.0041, -0.0305
Si, 14.8805, 13.5794, 9.5349, -0.0009, -0.0001, -0.0225
Si, 6.8254, 5.4898, 9.6028, 0.0014, -0.0125, -0.0117
Si, 10.9661, 9.5361, 11.1106, 0.0103, 0.0224, 0.0013
Si, 13.5863, 12.2581, 10.9878, -0.0038, -0.0107, 0.0073
Si, 10.7464, 14.8222, 10.8777, -0.0275, -0.0212, -0.0019
Si, 13.6406, 6.8539, 11.0019, 0.008, 0.0147, -0.0028
Si, 5.4049, 9.5425, 11.1054, -0.0263, -0.0133, -0.0067
Si, 8.2571, 12.279, 11.0663, 0.0255, 0.0353, -0.0088
Si, 16.2759, 14.9211, 10.7811, 0.0178, 0.0168, 0.0024
Si, 8.2124, 6.863, 10.9773, -0.0375, -0.0197, 0.0067
Si, 10.0598, 11.355, 12.3909, -0.0032, -0.0123, -0.0108
Si, 11.3182, 5.9636, 13.322, -0.0184, 0, 0.0014
Si, 9.3532, 5.2526, 12.2451, 0.0243, 0.0191, 0.0188
Si, 12.1893, 8.0089, 12.4925, -0.0173, -0.0175, 0.003
Si, 4.351, 11.2951, 12.3996, 0.0162, 0.0152, -0.0085
Si, 14.7544, 8.296, 19.6849, -0.0024, -0.0051, -0.0471
Si, 14.9144, 5.2929, 12.1878, 0.0037, -0.0035, 0.023
Si, 6.7699, 8.1026, 12.3741, -0.0011, -0.0098, 0.0031
Si, 11.8679, 13.2697, 12.247, 0.0158, 0.0185, 0.0044
Si, 7.5379, 12.0412, 16.6046, 0.0015, -0.0072, -0.0577
Si, 11.4867, 5.7939, 26.5777, -0.0058, 0.0031, -0.037
Si, 10.9633, 5.6615, 15.5712, 0.0065, -0.0057, -0.0267
Si, 7.8136, 5.7979, 18.1085, 0.0125, -0.0042, -0.0321
Si, 6.5996, 13.5191, 12.2028, -0.018, -0.004, 0.0106
Si, 5.7632, 6.7261, 18.193, -0.0157, 0.0029, -0.0409
Si, 8.3839, 9.8632, 14.5633, 0.0018, -0.0062, -0.0588
Si, 15.8804, 12.3221, 18.2814, -0.0005, 0.0016, -0.0395
Si, 14.6828, 4.2147, 18.2008, 0.0025, -0.0029, -0.0511
Si, 7.4615, 4.4338, 13.5279, 0.0091, -0.0113, -0.0174
Si, 16.4762, 11.3214, 27.8847, 0.0058, -0.0091, -0.0473
Si, 9.6828, 8.0101, 16.7443, 0.0073, -0.0047, -0.0495
Si, 20.0704, 5.1599, 31.0801, 0.0028, -0.0074, -0.0516
Si, 10.9421, 9.7509, 18.9621, -0.0067, 0.0028, -0.0417
Si, 13.5528, 10.219, 17.6688, 0.0018, -0.001, -0.0542
Si, 18.3677, 9.7786, 25.8603, 0.0016, -0.0058, -0.0372
Si, 8.9023, 11.7563, 19.4496, -0.0017, -0.0107, -0.0312
Si, 13.0589, 15.132, 13.3241, -0.0006, -0.0156, 0.0037
Si, 14.7952, 9.6542, 22.3969, 0.0054, 0.0046, -0.0619
Si, 17.9822, 4.8986, 35.9443, 0.0148, 0.0016, -0.0278
Si, 15.8507, 12.5933, 22.8077, 0.0012, -0.0079, -0.0414
Si, 13.6273, 3.8188, 27.0251, 0.0006, 0.0076, -0.0426
Si, 10.2783, 10.687, 25.0307, -0.003, 0.0022, -0.0317
Si, 13.894, 3.1749, 29.9239, -0.0053, -0.0059, -0.0469
Si, 13.6355, 4.6587, 36.0931, 0.0009, 0.007, -0.0258
Si, 8.2319, 4.0338, 15.6906, 0.0179, 0.0058, -0.0442
Si, 8.2117, 4.6025, 20.101, -0.0052, -0.0043, -0.0299
Si, 10.713, 13.4187, 23.6661, 0.0051, 0.0005, -0.0391
Si, 13.1697, 5.6353, 20.3494, 0.0092, 0.0023, -0.0398
Si, 12.9315, 6.0231, 33.7667, -0.0008, 0.0026, -0.0391
Si, 11.0297, 7.4807, 20.9372, 0.0103, 0.0039, -0.0384
Si, 14.5392, 5.6697, 31.4506, 0.0049, -0.0095, -0.0429
Si, 17.4008, 12.1636, 33.4979, -0.007, 0.0033, -0.0511
Si, 5.8338, 6.1984, 13.4698, -0.0135, 0.012, -0.0165
Si, 16.0969, 2.8097, 25.7651, -0.0017, -0.0041, -0.047
Si, 12.0155, 8.8818, 23.472, 0.0049, -0.002, -0.0448
Si, 13.6049, 4.7445, 15.5642, -0.0087, 0.0118, -0.0443
Si, 10.5389, 13.6894, 20.8042, -0.0096, 0.0039, -0.04
Si, 14.12, 8.6818, 34.0631, -0.0031, -0.0049, -0.0497
Si, 16.5413, 12.6187, 30.6519, -0.0036, 0.0043, -0.0561
Si, 13.5605, 10.1128, 28.4806, 0.0021, -0.0058, -0.0473
Si, 18.3329, 6.8326, 25.9257, 0.007, 0.0072, -0.0377
Si, 8.3651, 6.7985, 21.9751, 0.0012, -0.0066, -0.0408
Si, 6.2101, 8.2234, 23.7264, -0.0074, -0.004, -0.036
Si, 19.6528, 3.5403, 33.7684, -0.0074, 0.014, -0.046
Si, 13.952, 9.6047, 14.6301, -0.001, -0.0017, -0.0456
Si, 13.3995, 8.4555, 31.1667, 0.007, 0.0105, -0.0516
Si, 17.1989, 4.6295, 30.3477, -0.0073, -0.0021, -0.0399
Si, 11.893, 12.751, 28.3529, 0.0016, -0.0057, -0.0321
Si, 4.7433, 7.1065, 15.3088, -0.0049, -0.008, -0.0488
Si, 17.7574, 4.5812, 27.5221, -0.0004, 0.004, -0.0428
Si, 10.8859, 7.2504, 32.2911, 0.0049, 0.001, -0.0449
Si, 11.9911, 8.6528, 26.4048, -0.0067, 0.004, -0.0385
Si, 20.6477, 3.8036, 28.4118, 0.0007, -0.0026, -0.0497
Si, 20.548, 5.2945, 24.3987, -0.0077, -0.0017, -0.0417
O, 17.8591, 10.4185, 36.5656, -0.0086, 0.0075, 0.0185
O, 14.5864, 5.9826, 36.2192, 0.005, -0.0002, 0.0205
O, 21.0395, 7.1165, 36.28, 0.0026, 0, 0.0132
O, 11.2982, 9.3679, 35.6974, 0.0056, 0.0069, 0.0174
O, 11.7901, 11.8993, 35.3144, 0.0007, 0.0007, 0.0113
O, 16.2191, 12.5357, 34.5533, -0.0095, 0.0038, 0.0314
O, 15.4617, 8.1261, 34.7806, 0.0042, -0.0075, 0.0186
O, 9.5486, 10.7623, 13.8528, -0.0122, -0.0055, 0.0224
O, 14.2615, 6.2452, 15.5498, -0.0027, 0.0001, 0.015
O, 12.8084, 8.9073, 13.7253, 0.0153, 0.0117, 0.0117
O, 7.4135, 4.7365, 16.9017, -0.0012, 0.0146, 0.0387
O, 14.53, 10.8863, 13.824, -0.0115, -0.0124, 0.0228
O, 5.5023, 12.4122, 12.7994, -0.0017, -0.0034, 0.0098
O, 8.3684, 11.5991, 17.9203, 0.0079, -0.0001, 0.036
O, 16.2658, 7.8735, 19.2794, -0.003, 0.0088, 0.0183
O, 14.0301, 8.8167, 18.3307, 0.0106, -0.007, 0.025
O, 12.3729, 11.2151, 28.364, 0.0052, 0.003, 0.0069
O, 7.5176, 10.8352, 15.5261, -0.0073, 0.012, 0.0244
O, 14.3682, 5.755, 33.0623, -0.0086, -0.0012, 0.0292
O, 11.6311, 7.7403, 22.4146, -0.0009, 0.0105, 0.0264
O, 17.0509, 11.8122, 29.3307, -0.0003, 0.0088, 0.0366
O, 17.1519, 7.0119, 24.8152, 0.0041, -0.007, 0.0238
O, 14.4632, 14.7485, 16.6259, 0.0092, 0.0001, 0.0388
O, 19.6093, 9.0393, 35.2701, -0.002, 0.0075, 0.0088
O, 12.4577, 2.4835, 29.7432, 0.0067, -0.0018, 0.0202
O, 15.287, 13.7327, 18.7869, 0.0049, -0.0014, 0.0133
O, 7.5487, 5.6377, 21.1951, 0.0032, 0.0129, 0.0234
O, 20.8439, 4.3458, 29.9206, -0.0038, 0.0054, 0.0409
O, 8.2791, 13.3129, 15.9371, -0.0042, -0.0031, 0.0204
O, 17.0722, 3.56, 36.1387, -0.0061, -0.004, 0.0242
O, 12.1673, 4.8663, 16.2957, -0.0041, 0.0071, 0.0154
O, 12.5655, 4.9762, 34.9124, 0.004, -0.0084, 0.0331
O, 7.4864, 9.1789, 13.411, 0.0203, 0.0182, 0.0228
O, 15.499, 11.0274, 22.8193, 0.0024, 0.0011, 0.007
O, 16.0941, 5.4795, 31.1355, -0.01, -0.0009, 0.0181
O, 19.118, 3.8193, 27.9331, 0.0052, -0.0068, 0.0227
O, 13.5721, 9.5032, 29.9713, -0.0054, -0.0128, 0.0334
O, 15.1889, 8.5884, 14.8131, -0.0005, 0.0008, 0.0152
O, 17.215, 3.9042, 26.1591, 0.0119, 0.0071, 0.0239
O, 14.0367, 6.9922, 20.2998, 0.0021, -0.0037, 0.0109
O, 11.5555, 8.6175, 19.9229, -0.0035, -0.013, 0.0229
O, 9.6682, 4.1838, 20.7274, 0.0107, -0.0047, 0.0195
O, 12.175, 10.6604, 18.4179, -0.0087, -0.0051, 0.0183
O, 11.818, 8.3519, 31.5488, -0.0003, -0.0001, 0.02
O, 10.9247, 7.1138, 16.2747, -0.0207, 0.0104, 0.0225
O, 13.7267, 4.3715, 30.9684, 0.0071, 0.0131, 0.0249
O, 17.0912, 6.1759, 35.4628, -0.0023, -0.004, 0.0179
O, 18.1783, 10.8433, 34.0086, 0.0062, -0.0053, 0.0143
O, 9.3338, 6.1038, 23.0612, 0.0095, -0.0108, 0.0282
O, 8.9584, 8.6379, 15.4478, 0.0084, -0.0112, 0.0277
O, 20.1331, 4.2756, 32.4248, -0.0026, -0.0143, 0.0352
O, 14.324, 3.7764, 28.482, 0.0031, -0.0008, 0.0309
O, 10.7406, 12.2092, 24.7353, -0.0057, -0.0083, 0.0234
O, 7.2447, 14.1733, 19.9456, 0.0003, -0.0082, 0.0167
O, 14.5088, 3.4066, 35.5346, 0.0007, 0.0022, 0.0136
O, 16.788, 4.4726, 28.7983, -0.0044, 0.0027, 0.0344
O, 10.2903, 7.8473, 33.6654, -0.0007, 0.0125, 0.0375
O, 11.0229, 9.956, 26.2784, 0.0039, -0.0046, 0.0142
O, 20.9158, 2.8181, 34.4888, 0.0157, -0.0095, 0.0241
O, 12.1578, 13.7844, 20.8573, 0.0017, -0.0024, 0.0268
O, 14.5332, 13.3715, 22.2465, 0.0057, -0.0007, 0.0093
O, 17.8189, 6.1858, 27.2985, 0.0012, -0.015, 0.0268
O, 11.7918, 5.9522, 32.6412, 0.0058, -0.0013, 0.0211
O, 16.7796, 11.8181, 32.0383, 0.0112, 0.0003, 0.037
O, 5.5426, 7.3294, 16.6931, 0.0101, -0.0002, 0.0483
O, 16.1943, 12.5419, 26.8833, 0.0049, -0.0085, 0.0193
O, 13.3871, 4.6871, 19.0517, -0.0025, 0.009, 0.0249
O, 11.6109, 6.0735, 20.4032, -0.0083, 0.0026, 0.0189
O, 12.2244, 14.0103, 23.4307, -0.006, -0.0009, 0.0251
O, 7.3428, 7.8829, 22.6037, -0.006, 0.0079, 0.0163
O, 9.7075, 14.5746, 24.1946, -0.0009, 0.0052, 0.0089
O, 20.0487, 11.5979, 35.7646, 0.0031, 0.0022, 0.0193
O, 14.6596, 3.5299, 25.8357, -0.0037, 0.0031, 0.0165
O, 10.2226, 9.2029, 17.6406, 0.0132, 0.0063, 0.0263
O, 16.264, 13.1048, 24.2821, 0.0043, 0.0086, 0.0393
O, 13.0038, 5.2846, 26.7673, -0.0002, -0.01, 0.007
O, 17.431, 9.5879, 24.546, 0.003, 0.0045, 0.0249
O, 14.2644, 8.9178, 32.4677, 0.0034, -0.0012, 0.0347
O, 15.6362, 8.4232, 23.0586, 0.0103, -0.0073, 0.0171
O, 19.0676, 4.6599, 34.7728, -0.0118, 0.0014, 0.0167
O, 15.045, 10.6345, 28.1546, -0.0048, -0.0052, 0.0184
O, 13.2307, 8.9975, 27.3658, 0.011, 0.0073, 0.0275
O, 5.8448, 11.8213, 19.566, 0.0137, -0.0003, 0.0272
O, 18.5692, 5.415, 30.5644, 0.0075, 0.002, 0.0241
O, 20.637, 6.6612, 31.313, 0.0083, 0.0057, 0.0203
O, 14.6801, 11.3337, 17.9137, 0.0039, 0.0049, 0.0135
O, 13.5564, 4.8506, 21.7272, -0.0017, -0.0082, 0.0194
O, 15.6912, 5.4391, 18.388, 0.0049, 0.006, 0.0115
O, 10.3178, 2.2642, 28.3096, 0.003, -0.0009, 0.0163
O, 6.321, 12.7799, 21.9287, -0.016, 0.0014, 0.0354
O, 11.0997, 5.7089, 25.0075, 0.0071, 0.0011, 0.024
O, 17.3573, 3.1164, 30.8825, -0.0022, -0.0045, 0.0155
O, 19.417, 5.7442, 25.4459, -0.0101, 0.0021, 0.0179
O, 10.6948, 9.8113, 23.7172, -0.0075, 0.0026, 0.0192
O, 13.3411, 10.034, 16.069, -0.0116, 0.005, 0.039
O, 10.5633, 4.8158, 27.4498, -0.0054, -0.0113, 0.0213
O, 18.4846, 2.4791, 33.4313, 0.002, -0.0048, 0.021
O, 9.4072, 7.5014, 20.9447, 0.0023, -0.0004, 0.0231
O, 14.7921, 9.4675, 20.7921, -0.0011, 0.0015, 0.0238
O, 13.2659, 9.728, 22.9062, -0.0082, -0.0009, 0.01
O, 14.9714, 2.0855, 30.4378, 0.0062, -0.0037, 0.0121
O, 17.546, 10.3543, 27.1331, -0.0131, 0.0061, 0.025
O, 10.1469, 12.9376, 22.2102, 0.0009, -0.0018, 0.033
O, 13.6355, 10.0737, 34.7185, -0.0115, 0.0147, 0.0291
O, 11.2889, 7.3345, 27.0356, 0.0008, -0.005, 0.0129
O, 9.7032, 4.6869, 15.8348, -0.0074, 0, 0.0157
O, 12.9802, 7.5465, 34.3342, 0.001, 0.0052, 0.0096
O, 10.0643, 12.9028, 19.4863, 0.0045, 0.002, 0.0116
O, 13.9608, 6.9968, 30.7282, -0.002, -0.0017, 0.0189
O, 8.7672, 7.0164, 17.6122, -0.0074, -0.0105, 0.0224
O, 12.5337, 2.6198, 27.0557, -0.0044, -0.0084, 0.0131
O, 6.0171, 12.4274, 17.0177, -0.0123, -0.0018, 0.0196
O, 18.9588, 8.3007, 26.2176, 0.0063, -0.0024, 0.0108
O, 12.4809, 8.2826, 24.9035, -0.004, -0.0015, 0.0309
O, 9.769, 10.4439, 19.8372, -0.0001, -0.0049, 0.01
O, 19.5889, 10.7328, 25.4056, -0.0105, -0.0052, 0.0129
H, 16.4957, 6.6416, 44.1754, -0.4656, 0.2115, -0.2541
H, 14.8478, 8.2808, 44.1754, 0.1918, -0.3357, -0.2762
H, 17.597, 11.0772, 44.1921, 0.4384, -0.1605, -0.2581
H, 19.2551, 9.4487, 44.1921, -0.1757, 0.3608, -0.273
H, 14.8892, 2.9288, 44.1947, 0.3886, -0.1931, -0.2624
H, 16.5135, 1.2661, 44.1947, -0.2249, 0.3867, -0.2357
H, 19.2124, 3.9572, 44.1775, -0.374, 0.2717, -0.2568
H, 17.5606, 5.5925, 44.1775, 0.2685, -0.4031, -0.253
H, 9.4678, 8.3569, 44.1731, 0.3504, -0.1931, -0.2648
H, 11.1168, 6.7188, 44.1731, -0.2217, 0.4478, -0.2649
H, 13.7454, 9.3737, 44.2224, -0.4002, 0.1328, -0.2509
H, 12.094, 11.0093, 44.2224, 0.1527, -0.4254, -0.2392
H, 20.2651, 2.8849, 44.1869, 0.1801, -0.4598, -0.2596
H, 21.888, 1.2211, 44.1869, -0.3602, 0.2018, -0.2728
H, 13.8145, 4.0162, 44.1952, -0.1901, 0.3765, -0.2737
H, 12.172, 5.6609, 44.1952, 0.4284, -0.244, -0.246
H, 8.6757, 11.6321, 5.9895, 0.2843, -0.1904, 0.2811
H, 10.326, 9.9954, 5.9895, -0.4279, 0.2142, 0.2384
H, 13.0776, 12.8067, 5.9969, -0.2123, 0.313, 0.2824
H, 11.4235, 14.4391, 5.9969, 0.2021, -0.4318, 0.2264
H, 10.36, 4.6476, 6.0023, -0.2157, 0.376, 0.2793
H, 8.7261, 6.3008, 6.0023, 0.3634, -0.258, 0.2504
H, 13.0536, 7.2979, 5.996, -0.4076, 0.2952, 0.2431
H, 11.3978, 8.9292, 5.996, 0.2891, -0.3021, 0.2813
H, 15.8326, 10.073, 5.9786, -0.3621, 0.3264, 0.2141
H, 14.1881, 11.7156, 5.9786, 0.3181, -0.1834, 0.2868
H, 7.5544, 12.7426, 5.9992, -0.2271, 0.2577, 0.2701
H, 5.9151, 14.3905, 5.9992, 0.1882, -0.4469, 0.2377
H, 14.1045, 6.2575, 6.0069, 0.3873, -0.3281, 0.2333
H, 15.7331, 4.5994, 6.0069, -0.2627, 0.3022, 0.3075
H, 7.6552, 7.3732, 6.0112, -0.2747, 0.3208, 0.2705
H, 6.0138, 9.019, 6.0112, 0.3833, -0.2594, 0.2828

Results
free energy: -158773.565 eV
free energy less fixed offsets of H -15.71, O -570.45, Si -639.56 eV per atom: -2.005 eV

The program warned: the cutoff lies below the one the program advises for these potential files; the forces do not sum to zero within the program's tolerance; empty levels may hold ghost states of the PAW files; the exchange-correlation potential is rough where the density is thin.
